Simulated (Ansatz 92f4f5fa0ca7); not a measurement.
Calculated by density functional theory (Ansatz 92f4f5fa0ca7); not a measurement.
Periodic cell of 220 atoms, Si132O88, from a study of silicon, its oxide and their interface. The atomic structure is a simulated model.
This geometry differs little from another in the collection (a relaxation step or a small displacement).

Settings
functional: r2SCAN
potential files: Ansatz PAW
basis: plane waves
wave-function cutoff: 800 eV
density cutoff ratio: 5
exchange-correlation grid ratio: 1
k mesh: 1 x 1 x 1, shifted by 0.5 0.5 0 of a step
self-consistency stop: 1e-10 eV per atom in the density residual
occupations: fixed
spin: none
net charge: 0

Cell vectors (angstrom)
a 10.88 0 0
b 0 10.88 0
c 0 0 32.0375

Atoms: element, x, y, z (angstrom)
Si -0.9021 0.4491 -1.4139
Si 1.2249 1.3243 -1.1307
Si -0.0997 6.269 -0.4344
Si 3.0179 8.1518 -0.1315
Si 5.4341 -0.5442 -0.4735
Si 8.1978 2.7896 0.0318
Si 5.5609 3.8774 -1.2841
Si 9.2906 8.2789 -0.7551
Si 1.8342 1.8267 1.1603
Si 3.8 3.2434 1.2077
Si 1.3216 7.1118 1.1772
Si 4.2591 9.4501 1.3339
Si 6.9443 1.3714 1.3719
Si 9.6494 4.402 0.9441
Si 7.0581 7.0968 1.7283
Si 8.7298 8.7855 1.4703
Si 0.0713 2.9069 2.3882
Si 2.7491 0.0283 2.4861
Si -0.163 8.1947 2.6215
Si 2.5589 5.6713 2.5702
Si 5.4135 2.5198 2.7183
Si 8.168 -0.0968 2.6454
Si 5.4299 8.2202 2.8948
Si 8.2878 5.3962 2.6654
Si 1.3201 4.1828 3.9395
Si 4.0305 1.2583 4.0731
Si 1.276 9.6103 3.8523
Si 3.9882 6.8241 4.0321
Si 6.7732 4.0572 3.9053
Si 9.5892 1.4208 3.7904
Si 6.7954 9.6105 4.1505
Si 9.5659 6.7675 4.0864
Si 0.001 0.1098 5.2605
Si 2.6928 2.7727 5.2878
Si 0.0175 5.4465 5.4338
Si 2.6027 8.2239 5.2909
Si 5.3954 0.0135 5.4927
Si 8.1628 2.7089 5.2344
Si 5.4196 5.4457 5.2922
Si 8.1713 8.1884 5.38
Si 1.3289 1.4303 6.6615
Si 4.0631 4.1117 6.6727
Si 1.3496 6.8611 6.7441
Si 3.9726 9.5063 6.7144
Si 6.7961 1.4476 6.7029
Si 9.4814 4.0641 6.674
Si 6.7534 6.8314 6.6626
Si 9.5209 9.6267 6.6612
Si -0.0124 2.7603 8.058
Si 2.6498 0.0468 8.03
Si -0.0372 8.2505 8.0354
Si 2.7367 5.4757 8.0764
Si 5.4128 2.7887 8.0679
Si 8.1639 0.1109 8.0475
Si 5.3503 8.1515 8.0316
Si 8.1115 5.463 7.9883
Si 1.37 4.0975 9.4286
Si 4.0118 1.3996 9.3754
Si 1.2874 9.6099 9.4178
Si 4.0716 6.8045 9.487
Si 6.7481 4.1934 9.4128
Si 9.5006 1.4881 9.4632
Si 6.706 9.612 9.2611
Si 9.4812 6.828 9.3125
Si -0.0222 0.1269 10.8142
Si 2.7193 2.7171 10.8381
Si -0.03 5.4818 10.7085
Si 2.6345 8.1983 10.7199
Si 5.3843 0.0557 10.6936
Si 8.1433 2.9343 10.7867
Si 5.4676 5.4974 10.904
Si 8.0484 8.2249 10.5196
Si 1.3027 1.4657 12.2937
Si 4.202 3.961 12.2148
Si 1.2037 6.9155 12.0744
Si 4.0097 9.5354 12.0154
Si 6.7577 1.4888 11.9701
Si 9.4529 4.3389 12.2341
Si 6.8734 7.0004 12.1146
Si 9.338 9.5764 11.861
Si -0.2014 2.876 13.5897
Si 2.7435 -0.0449 13.4904
Si -0.5261 7.9945 13.1788
Si 2.9458 4.9061 13.8835
Si 5.588 2.6428 13.6275
Si 7.9864 0.0172 13.2062
Si 5.4453 8.3077 13.4187
Si 8.675 6.2957 13.4923
Si 1.2702 3.8612 15.1874
Si 4.5023 0.8528 14.7899
Si 0.4426 9.3419 14.8207
Si 4.2699 6.0328 15.4061
Si 6.8006 4.3354 16.0247
Si 9.4975 1.0627 14.5797
Si 6.2978 10.1014 14.6115
Si 8.0871 6.3214 15.859
Si 2.1623 5.8579 17.3446
Si 7.242 -6.8825 22.2577
Si 11.3956 2.2268 17.6023
Si 4.1133 1.2303 17.1036
Si 8.3438 -0.9214 22.3448
Si 4.3717 -7.124 21.5198
Si 8.4061 2.0677 17.3873
Si -0.8917 8.1703 17.1403
Si 3.0693 3.3956 18.7052
Si 9.6059 -3.1716 24.2346
Si 6.6386 -0.1991 18.2505
Si 1.6423 -0.0654 18.5628
Si -0.8495 -8.1394 22.8007
Si 7.2545 9.1506 16.5384
Si 12.567 -3.879 23.9354
Si 2.6946 2.4332 26.2683
Si 11.9437 -2.7804 19.0988
Si 11.0966 0.0236 21.4362
Si 7.0723 6.0252 24.3214
Si -5.3143 -12.5603 20.8864
Si 6.9271 0.1782 26.8128
Si 1.5754 5.6662 28.8544
Si 1.9623 -6.9897 23.5174
Si 0.5163 2.9647 28.3882
Si 5.8658 -4.5547 21.6876
Si 2.7283 7.6839 26.7869
Si 5.6696 6.6161 27.1317
Si -1.5466 -1.1287 26.2674
Si 9.311 0.7759 28.4626
Si 2.4479 -1.9366 21.7773
Si 5.4448 6.2773 31.0709
Si -6.5767 4.1894 28.2465
Si 6.5583 -3.0038 29.7934
Si 3.7426 10.6814 27.1349
Si 2.8907 -0.1287 30.1855
Si 8.5552 1.0543 24.5542
O 1.0688 2.6635 -2.1377
O 3.0662 -1.6196 -5.2453
O 4.5716 3.1823 -0.2111
O 3.4203 4.8086 1.4585
O 0.8789 5.9897 -1.7547
O -0.8876 9.7094 -1.147
O 2.5988 9.1844 -1.379
O 3.1673 10.9743 -3.4291
O 5.9913 -1.5822 -1.619
O 2.1338 -5.4089 -8.2878
O 6.5525 0.5034 0.0079
O 9.0762 1.5464 -0.5941
O 5.0129 3.2471 -2.6906
O 3.9265 6.9149 -0.7479
O 8.1679 7.9083 -1.9045
O 1.1524 5.0751 16.3219
O 1.2151 2.5444 16.167
O 19.6886 -2.0882 23.3514
O 3.8932 2.7993 17.4375
O -0.2579 10.806 14.9174
O 0.4074 8.5295 16.2316
O 4.8366 7.2566 14.5242
O 3.2585 6.6972 16.5056
O 7.8966 0.891 18.4182
O 7.3068 3.2733 17.1775
O 8.6588 1.4122 15.935
O 2.1639 3.0562 24.8867
O 12.8445 6.1105 13.2907
O 9.4209 6.6783 16.7736
O 7.0218 7.519 16.3344
O 2.9954 4.9509 18.3795
O 1.5242 2.8252 18.7433
O 5.8691 -7.7322 21.8841
O 3.881 -7.7005 20.0835
O 12.7945 -1.6268 18.3693
O 1.9863 -1.1903 14.4304
O 11.8824 0.2064 20.0305
O 6.639 3.5146 14.599
O 9.8561 2.7013 17.8386
O 6.1344 -4.0604 23.2305
O 7.2651 1.1808 25.548
O 11.0065 -3.6214 23.5722
O 6.3669 6.4554 32.4179
O 9.6386 -0.7467 21.3342
O 5.3612 5.1019 16.2103
O -1.9967 9.2622 16.691
O 0.4336 3.722 22.9642
O 5.8859 -0.8427 19.5409
O 5.6984 -3.2928 20.7024
O 3.273 0.9342 26.075
O 13.5233 -2.9624 23.0049
O -4.0241 -1.28 21.8026
O -1.0009 -2.542 25.7236
O -0.1809 -9.4298 22.0767
O 0.5574 -6.2984 28.1592
O 3.1593 3.388 22.5364
O 6.3131 -3.1748 28.1707
O 18.9622 0.4774 23.1193
O -1.2449 0.0119 25.1561
O 1.8536 7.0486 28.0209
O 8.7117 -7.5482 21.9994
O 5.5746 0.8038 17.5867
O 3.0816 0.534 18.157
O 12.2719 -0.7725 22.2742
O 10.3638 8.362 18.7276
O 7.121 3.4375 30.9916
O -3.17 -12.0931 26.4535
O -6.3319 -5.5003 21.5365
O -5.3734 -5.6641 27.9077
O 7.0577 4.465 23.8254
O 1.4805 2.2861 27.3022
O -4.334 6.3495 25.8078
O 9.3979 -8.477 24.2663
O 5.3757 -0.1488 27.0839
O 1.6025 -2.7589 20.6235
O 3.8367 3.3923 26.9232
O 12.16 -4.1662 18.3528
O 3.9798 -1.4335 21.3477
O 1.8712 7.387 25.4749
O -0.9186 -0.5081 27.6316
O 7.1445 -5.5205 21.343
O 3.0356 4.9415 28.944
O 4.2767 0.3487 30.8774
O 7.7058 0.8151 28.1012
O 9.9476 13.1426 28.1249
O 11.405 -10.277 17.6112
O -2.2437 6.4307 24.3092
O 4.175 6.9921 26.679

Results
free energy: -134611.783 eV
free energy less fixed offsets of O -570.45, Si -639.56 eV per atom: 9.737 eV

Forces (eV/angstrom), in the order of the atoms: element, x, y, z
Si -0.001 0.0042 0.0023
Si -0.0001 0.001 -0.0013
Si -0.0002 -0.0002 -0.001
Si 0.0001 -0.0015 -0.0053
Si 0.0018 0.0069 -0.0071
Si -0.0001 0.0018 0.0009
Si 0.0001 0.0001 -0.002
Si 0.0023 0.0028 0.0001
Si -0.0016 -0.0002 -0.0009
Si -0.0041 -0.006 -0.0038
Si 0.0033 0.0027 0.0014
Si -0.0017 0.0005 0.0019
Si 0.0003 0.0064 -0.0038
Si -0.0007 -0.0013 -0.0008
Si 0.0017 -0.0016 0
Si -0.0021 0.0011 0.0032
Si 0.0006 0.0022 0.0002
Si -0.0018 0.0015 0.0016
Si -0.0012 -0.0012 -0.0012
Si -0.0095 0.0022 0.0005
Si -0.0002 -0.0006 0.0027
Si 0.0004 0.0009 -0.0009
Si 0.0003 0.0002 0.001
Si 0.0002 0.0002 0.0017
Si -0.0011 0.0007 -0.0007
Si -0.0007 0.0013 -0.001
Si 0.0015 0.0008 -0.0004
Si -0.0007 0.0003 -0.0015
Si 0.0012 0.0002 -0.0003
Si -0.0021 -0.0003 -0.0018
Si 0.001 -0.0007 -0.0009
Si -0.0011 -0.0002 -0.0005
Si 0.0007 0.0002 0.0001
Si 0 -0.0004 0.0016
Si 0.0011 0.0001 0.0001
Si -0.001 0 0.0003
Si 0.0007 0 -0.0005
Si 0.0001 -0.0005 0.0001
Si 0.0015 0.0015 0.0006
Si -0.0001 0.0002 0.0008
Si -0.0005 0.0012 -0.0001
Si -0.0002 -0.0007 -0.0005
Si -0.0003 -0.0003 -0.0001
Si 0 0 0.0002
Si -0.0001 0.0005 0.0003
Si -0.0003 0.0014 0.0001
Si 0.0007 0.0006 -0.0005
Si 0.0004 0.0011 -0.0004
Si 0.0012 -0.0007 0.0007
Si -0.0003 -0.0007 0.0002
Si 0.0002 0.0013 0.0006
Si 0.0007 0.0003 0.0001
Si -0.0001 0.001 -0.0001
Si 0.0012 0.0011 0.0003
Si 0.0012 0.0003 0.0001
Si -0.0002 -0.0002 0.0003
Si 0.0008 0.0006 -0.0005
Si 0.0003 0.0007 -0.0004
Si -0.0007 -0.0002 0.0006
Si 0.0003 0.0016 0.0011
Si -0.0003 -0.0003 0.0003
Si 0.0004 -0.0005 0.0007
Si 0.0001 0.0009 -0.0001
Si -0.0004 -0.0001 -0.0003
Si 0.0013 0.0001 -0.0003
Si 0.0006 -0.0002 -0.001
Si 0.0004 0.0008 0.0001
Si 0.0013 0.0007 0.0003
Si 0.0007 0.0002 0.0003
Si 0.0002 0.0008 0.0005
Si 0.0006 -0.0014 -0.0007
Si 0.0013 0.0004 -0.0006
Si 0.0006 0.0008 0
Si 0 0.0015 -0.0007
Si -0.0021 0.0003 0.0051
Si 0.0002 -0.0004 -0.0011
Si -0.0001 -0.0001 -0.0025
Si 0.0004 -0.0005 -0.0002
Si -0.0001 0.0011 0.0012
Si -0.0009 0.0001 -0.0001
Si 0.0008 -0.0002 0.0004
Si 0.0006 0.0009 0.0014
Si 0.0018 -0.0013 0.0004
Si -0.0046 0.0018 0.0002
Si -0.0018 -0.0008 0.0034
Si 0.0004 -0.0004 0.0017
Si -0.0019 0.0043 0.0003
Si -0.0018 0 -0.0022
Si -0.0017 0.0036 -0.0031
Si -0.0015 0.002 -0.0008
Si 0.0005 -0.0001 0.0017
Si -0.0012 0.0001 -0.0029
Si 0.0007 -0.0008 -0.0012
Si -0.0008 0.0003 -0.003
Si 0.0011 -0.0015 0.0003
Si 0.0008 0.002 0.0006
Si 0.0012 0.0001 -0.0011
Si -0.0023 -0.001 0.0011
Si -0.0002 0.0007 -0.0016
Si -0.0015 -0.0009 -0.0025
Si 0.0002 0.0004 0.0025
Si -0.0018 0.0005 -0.001
Si -0.0004 0.0017 -0.0022
Si 0.0024 -0.0017 -0.0005
Si -0.001 0.0017 -0.0018
Si -0.0014 0.0004 0.0019
Si 0.002 -0.0051 -0.002
Si -0.0004 -0.0012 -0.0031
Si 0.0002 -0.0014 0.0027
Si -0.0023 0.0028 -0.0046
Si -0.0006 0.0008 0.001
Si -0.0038 -0.0017 0.0049
Si -0.0016 0.0021 -0.002
Si 0.001 -0.0012 0
Si -0.001 0.0012 0.0015
Si 0.0002 0.0008 -0.0002
Si -0.0012 -0.0015 0.0021
Si 0.0009 -0.0003 0.0011
Si 0.0002 -0.0021 0.0023
Si 0.0019 -0.0036 0.0015
Si -0.0008 -0.0006 0.0003
Si 0.0012 0.0015 0.0024
Si -0.0032 0.001 0.0024
Si -0.0008 0.0006 0.003
Si -0.0018 0.0009 0.0024
Si -0.003 -0.0007 -0.0013
Si 0.0014 -0.0008 -0.004
Si -0.0035 0 0.0045
Si -0.003 -0.0017 0.0007
Si -0.0003 0.0002 -0.0003
Si 0.0006 0.0015 -0.0013
Si -0.0002 -0.0005 0.0033
O -0.0002 -0.0003 -0.0022
O 0.0005 0 0.0003
O 0 -0.0026 -0.0009
O 0.0099 0.0059 0.0031
O -0.0012 -0.0003 0.0023
O 0.0019 -0.0001 -0.0017
O -0.0013 -0.0007 0.0033
O 0.0015 -0.0002 -0.0002
O -0.0012 -0.0006 -0.0001
O -0.0009 -0.0005 -0.0009
O -0.0005 -0.0024 0.006
O 0.0032 -0.0027 -0.0017
O -0.0023 0.0009 -0.0005
O -0.0019 0.0004 0.0019
O 0.0012 -0.0001 0
O 0.0009 0.0002 0.0022
O -0.0003 0 0.0007
O -0.0019 -0.0003 0.0004
O -0.0022 -0.0001 0.0006
O -0.0009 0.0008 -0.0016
O -0.0009 0.0003 0.0006
O -0.0005 -0.0034 -0.0004
O 0 0.0009 0.0005
O -0.0006 -0.0014 0.0021
O 0.0003 0.0004 -0.0005
O 0.0005 -0.0007 0.0011
O -0.0016 0.0015 -0.0019
O 0.0044 -0.0041 -0.0044
O 0.001 0.0003 -0.0003
O 0.0005 0.0002 0.002
O 0.0005 -0.0004 0.0005
O 0.0001 0 0.0003
O 0.0007 -0.0004 0.0007
O 0.0005 -0.0008 0.0013
O -0.0017 -0.0011 -0.0001
O 0.0006 -0.0001 -0.001
O -0.002 0.0009 0.0033
O 0.0015 0.002 -0.0014
O 0.0005 0 0
O -0.0006 0.0007 -0.0001
O 0 0.0005 -0.0011
O -0.0003 -0.0001 -0.0006
O -0.0006 0.0023 0.0058
O -0.0015 -0.0004 0.0006
O 0.0008 -0.0006 0.0011
O 0.001 0.0001 -0.0004
O -0.0016 0 0.0001
O -0.0025 -0.0005 0.003
O -0.0007 -0.0012 -0.0004
O -0.0027 -0.0004 0.0009
O 0.001 -0.0002 0.0003
O -0.0011 -0.0004 -0.0006
O -0.0007 -0.0007 0.0007
O -0.0015 0.0008 0.0002
O -0.0015 -0.0009 -0.0006
O -0.001 -0.0008 0.0011
O 0.0017 0.0017 0.0008
O -0.002 -0.0009 -0.001
O 0.0001 -0.0003 -0.0003
O 0.0003 0.0011 -0.0006
O -0.0001 0 0.0004
O 0.0003 0.0014 0.0012
O 0.0023 0.0016 0.0004
O -0.0007 -0.0005 0.0005
O 0.0011 -0.0007 0.0003
O 0.0025 0.0001 0.0013
O 0.0001 -0.0002 0.0006
O -0.0017 -0.0002 0.0004
O 0.0015 0.0016 0.0004
O -0.0004 -0.0022 0.0005
O -0.0001 0.0015 0.0014
O 0.0005 -0.0006 -0.001
O -0.0011 0.0001 -0.0006
O 0.0013 -0.0004 -0.0001
O 0.0002 0.0004 0.0019
O -0.0009 -0.0022 0
O -0.0004 -0.0006 -0.0004
O 0.0013 -0.0007 -0.0001
O -0.0015 -0.0004 -0.0003
O -0.0013 -0.0003 0.0002
O -0.0009 -0.0002 -0.0012
O 0 0.0004 -0.0012
O -0.0014 -0.0004 0.0043
O -0.0017 -0.0011 0.0006
O -0.0013 -0.0025 -0.0018
O -0.0005 0.0018 -0.002
O 0.0009 -0.0002 0.0002
O -0.0017 0.0004 0.0007

The program warned: the cutoff lies below the one the program advises for these potential files; the forces do not sum to zero within the program's tolerance; empty levels may hold ghost states of the PAW files; the exchange-correlation potential is rough where the density is thin.
